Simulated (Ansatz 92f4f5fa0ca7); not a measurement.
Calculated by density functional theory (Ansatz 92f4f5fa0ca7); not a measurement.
Periodic cell of 223 atoms, Si133O90, from a study of silicon, its oxide and their interface. The atomic structure is a simulated model.
Doubt: the cutoff is far below the 930 eV that the study's wrapper takes by default for these files, so forces and energies are approximate.

Settings: functional PBE; potential files Ansatz PAW; basis plane waves; wave-function cutoff 580 eV; density cutoff ratio 5; exchange-correlation grid ratio 1; k mesh 1 x 1 x 1, Gamma-centred; self-consistency stop 5e-08 eV per atom in the density residual; occupations fixed; spin none; net charge 0.

Cell vectors (angstrom)
a	10.938	0	0
b	0	10.938	0
c	0	0	32.3358

Atoms: element, x, y, z (angstrom)
Si	0.2892	-0.169	24.8958
Si	5.3265	0.1578	24.8712
Si	2.9807	2.3172	24.9223
Si	8.1274	2.9949	24.9385
Si	-0.1477	5.8215	24.9573
Si	5.8567	5.2141	24.7575
Si	2.5777	8.5683	24.6318
Si	8.4604	7.9176	25.0128
Si	1.42	1.3027	26.3163
Si	6.9121	1.3626	26.1502
Si	4.1202	4.1065	26.0138
Si	9.6773	4.1565	26.2324
Si	1.4866	6.9617	26.1308
Si	6.8689	6.7538	26.2516
Si	4.148	9.5357	26.1439
Si	9.6194	9.5913	26.1811
Si	2.7948	-0.0766	27.6038
Si	8.2252	-0.0125	27.5441
Si	0.0307	2.7184	27.5777
Si	5.4744	2.7405	27.4953
Si	2.7698	5.4645	27.4733
Si	8.2436	5.4308	27.6183
Si	0.0443	8.2224	27.5567
Si	5.4845	8.1652	27.54
Si	4.1018	1.3673	28.9175
Si	9.5708	1.3673	28.9175
Si	1.3673	4.1018	28.9175
Si	6.8362	4.1018	28.9175
Si	4.1018	6.8362	28.9175
Si	9.5708	6.8362	28.9175
Si	1.3673	9.5708	28.9175
Si	6.8362	9.5708	28.9175
Si	0	0	30.2848
Si	5.469	0	30.2848
Si	2.7345	2.7345	30.2848
Si	8.2035	2.7345	30.2848
Si	0	5.469	30.2848
Si	5.469	5.469	30.2848
Si	2.7345	8.2035	30.2848
Si	8.2035	8.2035	30.2848
Si	1.3673	1.3673	31.652
Si	6.8362	1.3673	31.652
Si	4.1018	4.1018	31.652
Si	9.5708	4.1018	31.652
Si	1.3673	6.8362	31.652
Si	6.8362	6.8362	31.652
Si	4.1018	9.5708	31.652
Si	9.5708	9.5708	31.652
Si	2.7345	0	0.6835
Si	8.2035	0	0.6835
Si	0	2.7345	0.6835
Si	5.469	2.7345	0.6835
Si	2.7345	5.469	0.6835
Si	8.2035	5.469	0.6835
Si	0	8.2035	0.6835
Si	5.469	8.2035	0.6835
Si	4.1018	1.3673	2.0507
Si	9.5708	1.3673	2.0507
Si	1.3673	4.1018	2.0507
Si	6.8362	4.1018	2.0507
Si	4.1018	6.8362	2.0507
Si	9.5708	6.8362	2.0507
Si	1.3673	9.5708	2.0507
Si	6.8362	9.5708	2.0507
Si	0	0	3.418
Si	5.469	0	3.418
Si	2.7345	2.7345	3.418
Si	8.2035	2.7345	3.418
Si	0	5.469	3.418
Si	5.469	5.469	3.418
Si	2.7345	8.2035	3.418
Si	8.2035	8.2035	3.418
Si	1.4286	1.3542	4.7139
Si	6.8295	1.3417	4.883
Si	4.0547	4.1232	4.7156
Si	9.5118	4.1463	4.7851
Si	1.2793	6.8654	4.7675
Si	6.7745	6.8857	4.7554
Si	4.0919	9.6243	4.8782
Si	9.5236	9.5922	4.779
Si	2.7693	0.1554	6.2609
Si	8.1645	-0.1431	6.3075
Si	0.0281	2.7143	5.9534
Si	5.3886	2.8104	6.1292
Si	2.6266	5.4494	6.0486
Si	8.0523	5.4908	6.1382
Si	-0.2472	8.0785	6.1285
Si	5.4497	8.2088	6.2381
Si	3.7964	1.8851	7.5636
Si	9.8695	1.1745	7.2821
Si	1.4082	3.9492	7.4152
Si	6.3785	4.4589	7.441
Si	4.0987	6.6313	7.39
Si	8.9676	7.1645	7.4743
Si	1.3017	10.1737	7.8349
Si	7.2221	8.9718	7.675
O	9.5854	6.8407	24.4318
O	4.1837	1.2739	24.4849
O	11.6364	8.7521	7.3159
O	2.5663	2.9146	8.0134
O	6.9516	4.0293	24.4279
O	1.3638	9.6441	24.3514
O	5.2428	5.5595	7.9846
O	0.0505	0.2817	8.1656
O	6.9752	3.8126	8.833
O	6.6772	9.331	9.2306
O	9.5919	6.5466	8.9027
O	2.1596	9.7494	9.1774
O	4.579	1.5159	8.9716
O	-1.6506	4.1269	10.0608
O	9.1284	2.3602	8.1377
O	3.0653	7.2157	8.5493
O	7.643	8.4557	23.6948
O	8.9203	2.5589	23.5599
O	5.5889	5.8718	23.2733
O	2.1328	2.465	23.4974
O	10.7687	0.6132	23.5177
O	0.6719	5.3324	23.6221
O	3.177	8.2998	23.0935
O	5.777	10.3634	23.44
Si	7.71	-2.8141	20.4623
Si	5.6546	6.0082	21.6471
Si	-0.8074	7.3963	18.9208
Si	8.551	-0.6069	13.8092
Si	4.5917	1.427	10.5977
Si	8.3303	1.5367	11.7736
Si	-0.2755	0.941	13.0509
Si	1.1888	5.4236	22.0968
Si	5.4623	5.4524	14.3586
Si	6.3969	-2.7173	17.6426
Si	8.3048	3.0384	9.3412
Si	-1.3139	12.5438	19.709
Si	1.1687	6.6777	11.8597
Si	3.0365	7.7184	21.5553
Si	6.8591	2.0552	18.6588
Si	-3.4899	-6.8862	16.5215
Si	2.3018	2.7399	19.2321
Si	2.8119	8.3388	9.7171
Si	4.9985	3.1605	20.5315
Si	3.7575	8.7474	18.7204
Si	-1.559	1.1575	22.8791
Si	2.4685	4.8861	13.8251
Si	1.1934	8.6952	17.2237
Si	-1.635	12.5752	15.5518
Si	10.3575	5.2919	9.631
Si	5.1445	10.8233	17.2205
Si	7.2259	9.8173	22.9179
Si	4.8811	0.3913	14.3121
Si	-2.2686	-4.2281	16.4133
Si	5.6794	9.383	10.5427
Si	0.5536	0.7722	17.7081
Si	6.1723	2.857	12.8712
Si	-0.0264	4.4546	19.6092
Si	2.6785	2.8867	22.0396
Si	11.224	6.818	14.7271
Si	2.6369	1.8	12.7142
Si	6.3176	-2.4066	13.4322
O	0.5263	-2.658	18.6745
O	3.0784	1.7852	11.1357
O	5.9589	1.1838	17.6677
O	-2.4702	11.1802	15.2255
O	1.17	5.3923	14.7441
O	1.4487	4.1172	18.984
O	1.8265	7.7991	10.8911
O	3.5795	0.7128	13.4424
O	11.7735	-3.0679	15.8602
O	4.3765	0.3283	15.8618
O	6.1535	-1.3332	16.8295
O	-2.7484	2.7905	15.7999
O	7.8159	0.1669	12.5314
O	5.8609	7.0218	13.9573
O	-1.563	7.6686	17.5058
O	5.7888	4.4133	13.1428
O	3.8387	5.3575	14.6061
O	6.2138	2.1672	20.1452
O	3.1194	8.7205	20.2434
O	3.8955	3.1345	19.2895
O	5.662	4.6036	20.8365
O	-0.1795	11.5097	19.1586
O	7.3153	9.4501	21.3362
O	7.8292	1.7637	10.2508
O	10.152	-0.5882	13.4175
O	0.0043	4.7683	21.2066
O	4.2971	6.7675	21.2353
O	5.8252	12.6659	14.0349
O	-0.543	-9.4054	16.7627
O	6.2693	4.7788	15.6337
O	0.4656	-3.5737	13.1833
O	7.8545	8.8679	13.9588
O	-5.9439	7.7147	18.3487
O	6.9065	3.5391	17.9738
O	-3.6424	8.5156	18.9529
O	2.5385	3.266	13.4719
O	-1.3325	-4.2453	15.0519
O	7.7941	-8.1379	12.6644
O	8.2692	1.2874	18.8704
O	-0.7235	1.9726	14.2385
O	4.2898	8.6012	10.295
O	5.2605	-0.0274	10.9408
O	9.3234	7.8211	20.2878
O	0.944	-0.6383	17.0022
O	9.4834	1.3586	21.2913
O	1.6027	6.9091	21.5488
O	1.2687	0.9786	12.7821
O	6.36	-2.3577	11.7963
O	-3.8293	7.2587	16.5214
O	-0.5358	16.7375	18.895
O	4.2756	2.5816	21.8786
O	-2.34	-5.7892	16.8367
O	2.7493	8.3812	17.505
O	11.0013	5.8296	11.0212
O	6.9692	6.8252	21.1162
O	1.9056	2.1919	20.7571
O	-0.9887	1.4746	11.6839
O	2.3479	5.6658	12.3867
O	0.5833	4.6729	8.6486
O	9.9396	3.1769	19.3845
O	8.2651	10.9935	23.2721
O	1.9003	1.6771	18.0455
O	4.2092	-0.6245	18.465
O	5.4164	-1.1215	13.9399
O	2.536	4.5162	21.9383
O	5.4754	2.5114	11.4383

Results
free energy: -135733.840 eV
free energy less fixed offsets of O -568.88, Si -635.61 eV per atom: 1.490 eV

Forces (eV/angstrom), in the order of the atoms: element, x, y, z
Si	0.0854	-0.0317	-0.0736
Si	-0.0709	0.0053	-0.085
Si	0.0044	-0.0873	-0.062
Si	-0.0635	0.1264	-0.0735
Si	-0.0829	0.082	-0.1308
Si	0.0568	-0.0417	-0.0223
Si	-0.0121	-0.0191	-0.0333
Si	0.0768	-0.1187	-0.0475
Si	0.0382	-0.0001	0.0252
Si	0.0271	0.006	0.0245
Si	0.0411	0.0198	-0.0126
Si	-0.0335	0.017	0.0394
Si	-0.0053	0.0698	0.0473
Si	0.0626	-0.0413	0.0303
Si	-0.0148	0.0122	0.0423
Si	0.0022	-0.029	-0.0007
Si	0.0078	0.0044	-0.0323
Si	-0.0128	0.0245	-0.0188
Si	-0.0118	0.0231	-0.0339
Si	-0.0039	-0.0072	0.0218
Si	-0.0167	0.02	-0.0168
Si	-0.001	0.0065	-0.0651
Si	-0.0162	-0.0368	-0.0259
Si	-0.0302	0.0027	-0.0297
Si	0.2715	0.0868	-0.048
Si	-0.0288	-0.0264	0.0599
Si	0.2828	0.1952	-0.1848
Si	-0.1323	-0.3072	0.1246
Si	-0.0285	-0.2089	-0.1652
Si	0.2983	0.1715	0.1478
Si	0.0763	-0.0993	0.4932
Si	-0.0097	-0.0628	-0.1592
Si	0.0601	0.045	-0.007
Si	0.032	0.1104	0.0024
Si	0.0262	0.0501	-0.0294
Si	-0.0981	-0.048	-0.0049
Si	0.0254	0.1052	-0.0043
Si	-0.014	0.0133	-0.0322
Si	-0.12	-0.0132	0.0054
Si	0.0456	0.0326	-0.0037
Si	-0.0431	-0.0011	-0.0092
Si	0.082	-0.0017	-0.0081
Si	0.0413	-0.0248	-0.0065
Si	0.0001	-0.0345	-0.041
Si	0.0439	-0.0494	-0.0143
Si	-0.0118	-0.055	-0.0052
Si	0.0001	-0.0491	-0.0444
Si	0.0124	0.0211	-0.0057
Si	0.0152	0.0288	0.0155
Si	-0.0611	0.041	0.024
Si	0.0073	0.0566	0.0086
Si	-0.0103	-0.0402	-0.0116
Si	-0.0807	0.0508	0.0148
Si	0.0462	0.0302	0.0256
Si	0.0032	-0.0313	0.0078
Si	-0.0392	0.0831	0.0173
Si	0.0269	0.1185	-0.0256
Si	0.0871	0.0009	0.0205
Si	-0.0405	-0.1176	-0.0023
Si	-0.1013	-0.0822	-0.0023
Si	0.0689	-0.0919	0.0001
Si	-0.0141	-0.0551	-0.0107
Si	-0.0278	-0.007	-0.0205
Si	0.0651	-0.0837	0.0268
Si	-0.0036	-0.0677	-0.0856
Si	-0.0566	0.1272	0.4647
Si	0.2053	-0.0738	-0.8276
Si	-0.2466	-0.1781	0.3958
Si	-0.3524	-0.0578	-0.2404
Si	-0.1326	0.1635	-0.3615
Si	-0.0925	0.2954	0.5317
Si	-0.1528	0.0191	-0.2256
Si	-0.037	-0.0333	0.0688
Si	0.0389	-0.0254	0.0019
Si	-0.0022	0.0436	0.0564
Si	0.0313	-0.0406	0.0034
Si	0.038	0.0204	0.0092
Si	-0.0633	-0.0239	0.0007
Si	0.0022	-0.051	0.0165
Si	-0.0181	0.0668	-0.0576
Si	-0.0045	0.0484	-0.0275
Si	-0.0416	-0.0314	0.0109
Si	0.0253	0.0265	0.0171
Si	-0.0132	0.0426	-0.0578
Si	0.0112	-0.0477	0.0192
Si	0.0066	0.021	-0.0009
Si	0.0866	-0.091	0.0849
Si	0.062	0.0265	0.0065
Si	-0.0902	0.0225	0.0779
Si	0.0557	-0.0592	0.069
Si	0.0417	-0.0379	-0.0394
Si	-0.11	0.1161	0.1282
Si	0.0935	-0.0776	0.0621
Si	0.1144	-0.0801	0.1234
Si	-0.0795	0.034	0.0488
Si	-0.1049	0.1118	0.0966
O	0.0222	-0.0043	0.1134
O	-0.0177	-0.0102	0.0652
O	-0.0633	0.0306	-0.0936
O	0.0317	0.0003	-0.0579
O	0.0387	-0.0332	0.0568
O	-0.0049	0.0213	0.0645
O	0.0018	-0.0064	-0.1283
O	-0.0105	-0.0198	-0.1034
O	0.0069	0.0062	-0.0867
O	0.0456	-0.0374	-0.1044
O	-0.0578	0.057	-0.1207
O	-0.0186	-0.0022	-0.05
O	-0.013	0.0198	-0.0659
O	-0.0099	-0.0184	-0.0448
O	0.0012	-0.0006	-0.0261
O	0.0136	-0.0051	-0.0355
O	-0.0126	0.035	0.0349
O	0.0109	-0.0537	0.0426
O	-0.0103	-0.0214	0.0483
O	0.0075	-0.0031	0.11
O	-0.0386	0.0149	0.0585
O	-0.0314	0.0016	0.069
O	0.0017	0.0245	0.039
O	0.0468	-0.0076	0.0499
Si	0.0161	-0.0432	-0.0601
Si	-0.0017	-0.0111	-0.0956
Si	-0.0253	-0.0083	0.031
Si	-0.0026	0.0081	-0.0084
Si	0.0007	-0.0297	0.0875
Si	0.0494	-0.0078	0.0639
Si	0.0033	0.0059	0.0044
Si	0.0025	-0.0019	-0.0689
Si	-0.0105	-0.0102	0.0003
Si	0.0087	0.0314	0.0398
Si	-0.0081	-0.0091	0.0538
Si	-0.0138	0.0341	-0.094
Si	0.0192	-0.0045	0.0575
Si	-0.0044	-0.0306	-0.0675
Si	-0.0089	-0.016	0.0247
Si	-0.0072	-0.0136	0.0395
Si	0.0281	0.0391	-0.0447
Si	0.0249	-0.0218	0.0942
Si	-0.0151	-0.0086	-0.0512
Si	0.007	0.014	0.0126
Si	0.006	0.0296	-0.0462
Si	0.0048	0.008	-0.0145
Si	-0.0297	-0.0081	-0.0031
Si	0.0203	-0.0175	-0.0011
Si	0.0191	0.0077	0.0618
Si	0.0156	0.0125	0.0095
Si	-0.035	-0.0225	-0.0746
Si	-0.0183	-0.0103	0.0192
Si	0.0276	0.0042	0.0177
Si	0.0133	-0.018	0.0198
Si	0.0055	0.009	0.0277
Si	0.0191	0.0094	0.0528
Si	0.0261	-0.0337	-0.0563
Si	0.0264	0.015	-0.1152
Si	0.0263	-0.0027	-0.0202
Si	0.0038	0.0104	0.0574
Si	0.0108	0.0158	0.0325
O	0.0046	-0.009	0.0018
O	-0.0036	-0.0155	-0.0208
O	-0.0126	-0.0085	-0.0103
O	0.0036	0.0086	0.0103
O	-0.0097	0.0025	0.018
O	-0.0112	-0.0157	0.0173
O	0.0305	0.0236	-0.0671
O	-0.0023	-0.0043	-0.0179
O	0.0127	0.0094	0.0057
O	-0.0005	0.0007	0.0146
O	0.0095	-0.0116	0.0016
O	0.0043	0.0075	-0.009
O	0.0101	0.0134	-0.0207
O	-0.0003	-0.0089	-0.0011
O	-0.0095	-0.0008	-0.0142
O	-0.0005	-0.0087	-0.0062
O	0.0127	0.0042	0.0094
O	0.0139	-0.0018	0.0051
O	0.0054	0.0007	0.0065
O	-0.0253	0.0015	0.0122
O	0.0015	0.0186	0.0495
O	-0.0058	0.0044	0.0122
O	-0.0111	0.027	0.0628
O	0.0062	0.017	-0.0346
O	-0.009	0.01	0.002
O	-0.0119	0.0078	0.0362
O	0.0058	0.014	0.0546
O	-0.0065	0.0032	-0.0104
O	0.0034	0.0023	-0.0091
O	-0.0022	0.0076	-0.0021
O	-0.0084	0.0053	0.0216
O	-0.0048	-0.0024	-0.0138
O	0.0006	0.0133	-0.0103
O	0.0033	0.0118	-0.0194
O	-0.0061	-0.0176	0.0128
O	-0.0067	0.0088	-0.0118
O	-0.0188	-0.0014	0.0083
O	-0.0335	-0.0084	-0.0409
O	0.0152	0.0004	0.0262
O	-0.0049	0.0057	0.0083
O	-0.0272	-0.0114	-0.0365
O	-0.0156	0.036	-0.0384
O	-0.0063	0.0045	0.0015
O	0.0022	0.0016	-0.0144
O	0.0017	-0.0139	0.075
O	-0.0048	0.0253	0.032
O	0.0239	-0.01	-0.0204
O	-0.0005	-0.0035	-0.0135
O	0.0103	-0.0087	-0.0079
O	-0.0018	0.0188	0.0025
O	-0.0077	0.0145	0.0316
O	0.0059	0.0086	-0.0109
O	0.0092	-0.008	0.0015
O	-0.0295	-0.024	-0.0736
O	0.0103	0.0107	0.0366
O	-0.0031	-0.0071	0.038
O	-0.0173	-0.0067	0.0062
O	-0.0044	-0.0054	0.0004
O	-0.012	0.0108	0.0071
O	-0.0032	-0.0009	0.0453
O	0.0137	0.0023	0.0369
O	-0.0121	-0.0176	0.0008
O	-0.0069	-0.0009	0.0065
O	-0.0018	-0.0042	-0.02
O	0.0049	-0.0124	0.0697
O	0.0012	0.0159	-0.0314

The program warned: the cutoff lies below the one the program advises for these potential files; the exchange-correlation potential is rough where the density is thin.
